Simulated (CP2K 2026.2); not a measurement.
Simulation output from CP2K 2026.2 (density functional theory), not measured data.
Periodic cell of 534 atoms, Si358O176, from a study of silicon, its oxide and their interface. The atomic structure is a simulated model.
Doubt: the forces sum to 3.87 eV/angstrom along one axis rather than to zero, so they err by at least 0.0072 eV/angstrom per atom on average; the grid cutoff is modest.

Settings
functional: PBE
method: Gaussian and plane waves
basis set: DZVP-MOLOPT-SR-GTH
pseudopotentials: GTH-PBE
grid cutoff: 400 Ry, relative cutoff 50 Ry
k points: Gamma only
occupations: fixed
spin: none
net charge: 0

Cell vectors (angstrom)
a 16.4025 0 0
b 0 16.4025 0
c 0 0 35.7512

Atoms and the computed forces on them: element, x, y, z (angstrom), force x, y, z (eV/angstrom)
Si 0.267 -0.351 0.476 -0.065 -0.05 -0.156
Si 3.397 2.72 -0.104 -0.082 -0.127 0.262
Si -0.579 6.018 -0.02 -0.027 -0.171 -0.164
Si 2.356 8.459 -0.33 0.08 -0.032 0.012
Si 0.218 10.882 -0.218 -0.087 0.127 0.071
Si 1.726 14.17 -0.207 -0.216 0.05 -0.017
Si 5.488 0.389 0.233 0.058 0.284 -0.314
Si 8.534 2.584 0.425 0.323 -0.226 -0.317
Si 6.193 4.614 -0.149 0.012 0.486 -0.041
Si 8.171 8.15 -0.112 -0.003 0.122 0.163
Si 5.989 10.535 -0.127 0 -0.084 0.023
Si 8.277 13.788 0.108 0.212 -0.374 0.102
Si 10.767 0.368 0.437 -0.364 0.228 -0.467
Si 13.457 2.933 0.437 0.047 -0.052 -0.596
Si 11.485 5.235 0.329 0.026 -0.11 -0.077
Si 13.68 8.306 0.315 -0.045 0.026 0.032
Si 11.568 10.631 -0.262 -0.083 -0.614 0.18
Si 13.319 15.076 -0.225 0.383 -0.033 -0.035
Si 1.363 1.306 1.639 -0.055 -0.168 -0.35
Si 4.399 4.093 1.444 0.072 -0.237 -0.329
Si 1.319 6.908 1.17 -0.139 0.096 -0.051
Si 4.141 9.506 1.049 -0.014 0.036 -0.124
Si 1.237 12.389 1.306 0.131 0.024 -0.211
Si 4.198 15.162 1.311 -0.124 -0.067 -0.196
Si 6.988 1.401 1.7 -0.038 -0.108 -0.142
Si 9.755 4.164 1.606 0.275 0.013 -0.319
Si 6.909 6.636 1.203 0.135 -0.16 -0.393
Si 9.782 9.499 1.124 0.005 0.073 -0.197
Si 6.976 12.227 1.307 -0.159 -0.077 -0.022
Si 9.576 15.093 1.546 -0.038 0.107 0.086
Si 12.234 1.516 1.806 0.066 0.143 0.056
Si 15.046 4.263 1.487 0.002 0.138 -0.164
Si 12.486 6.839 1.7 -0.131 -0.062 -0.203
Si 15.147 9.749 1.374 0.062 -0.031 -0.411
Si 12.434 12.401 1.087 0.076 0.314 -0.225
Si 14.876 15.175 1.628 -0.12 -0.08 0.075
Si 0.021 2.824 2.813 -0.063 0.025 0.151
Si 2.848 -0.024 2.873 0.025 0.214 -0.046
Si 0.093 8.287 2.705 0.084 0.077 0.05
Si 2.788 5.509 2.58 -0.017 0.054 -0.139
Si -0.112 13.631 2.797 -0.28 0.09 0.171
Si 2.812 10.994 2.539 -0.039 -0.096 -0.107
Si 5.568 2.766 2.947 -0.008 -0.089 0.318
Si 8.229 -0.052 2.998 -0.041 -0.137 0.082
Si 5.445 8.09 2.531 0.051 -0.023 -0.061
Si 8.26 5.512 2.795 -0.038 0.059 0.065
Si 5.489 13.611 2.622 0.096 0.011 0.021
Si 8.368 10.854 2.629 0.107 -0.047 -0.07
Si 10.939 2.863 3.126 0.034 -0.023 0.139
Si 13.668 0.134 3.037 0.096 0.087 0.116
Si 10.968 8.228 2.771 -0.146 0.07 0.067
Si 13.81 5.509 3.026 0.046 0.006 0.224
Si 11.054 13.635 2.681 -0.081 0.069 -0.053
Si 13.759 11.117 2.672 -0.065 0.046 0.108
Si 1.462 4.177 4.095 -0.063 -0.113 -0.111
Si 4.163 1.365 4.248 0.172 -0.054 -0.052
Si 1.478 9.654 4.046 -0.092 -0.085 -0.133
Si 4.101 6.848 4.038 0.057 0.055 -0.007
Si 1.36 15.011 4.133 -0.116 0.06 -0.152
Si 4.126 12.29 4.036 0.029 0.018 -0.045
Si 6.93 4.163 4.239 -0.149 -0.016 -0.08
Si 9.567 1.376 4.331 0.015 0.043 -0.018
Si 6.863 9.503 3.951 0.047 0.024 -0.145
Si 9.586 6.9 4.172 0.021 0.049 -0.052
Si 6.785 14.937 4.17 0.093 0.105 -0.033
Si 9.657 12.263 4.069 -0.03 -0.047 -0.038
Si 12.385 4.197 4.38 -0.073 -0.011 -0.03
Si 15.096 1.501 4.283 -0.124 -0.052 -0.002
Si 12.371 9.661 4.057 -0.075 0.005 -0.123
Si 15.172 6.968 4.216 0.069 -0.149 -0.036
Si 12.299 15.021 4.2 0.096 -0.032 -0.051
Si 15.032 12.311 4.239 0.089 -0.032 -0.057
Si -0.001 -0.008 11.015 0.014 -0.011 0.001
Si 2.735 2.721 11.024 -0.001 0.004 0.006
Si -0.017 5.459 10.999 -0.022 0.019 -0.001
Si 2.71 8.193 10.981 -0.016 0.019 -0.01
Si -0.011 10.914 10.976 0.027 0.038 -0.003
Si 2.733 13.647 10.982 0.043 0.017 -0.008
Si 5.479 -0.019 10.982 -0.008 -0.006 0.003
Si 8.213 2.724 10.985 -0.02 -0.019 0.013
Si 5.453 5.45 10.994 0.023 0.029 -0.01
Si 8.187 8.194 11.003 0.027 0.02 -0.002
Si 5.456 10.931 10.985 -0.007 0.022 -0.011
Si 8.194 13.671 10.993 -0.027 0 -0.007
Si 10.929 -0.001 10.991 -0.013 0.038 0.007
Si 13.658 2.73 10.996 0.043 0.015 0.021
Si 10.933 5.457 10.982 0.025 -0.02 0.002
Si 13.655 8.186 10.998 0.029 0.003 0.01
Si 10.928 10.93 11.01 0.015 0.01 -0.005
Si 13.664 13.657 11.006 0.002 -0.003 0.002
Si 1.35 1.361 12.396 0.006 -0.009 0.013
Si 4.112 4.078 12.389 -0.003 0.007 0.014
Si 1.337 6.83 12.355 0.029 -0.035 -0.003
Si 4.069 9.562 12.332 0.014 -0.005 -0.02
Si 1.336 12.287 12.338 -0.039 -0.065 -0.019
Si 4.106 15.016 12.342 -0.041 0.02 -0.025
Si 6.861 1.341 12.349 -0.001 0.012 0.004
Si 9.586 4.075 12.363 -0.001 0.029 -0.002
Si 6.817 6.805 12.355 -0.053 -0.066 -0.003
Si 9.555 9.558 12.368 -0.032 -0.042 0.012
Si 6.816 12.31 12.343 0.021 0.013 -0.01
Si 9.556 15.052 12.36 0.034 -0.029 0
Si 12.283 1.362 12.367 -0.016 -0.012 0.018
Si 15.009 4.092 12.37 0 -0.029 0
Si 12.291 6.801 12.367 -0.028 0.016 -0.004
Si 15.018 9.551 12.355 -0.033 -0.032 -0.002
Si 12.297 12.291 12.379 0.002 0.027 0.03
Si 15.011 15.035 12.377 0.015 0.009 0.008
Si -0.058 2.721 13.755 -0.039 0.025 0.034
Si 2.736 -0.04 13.715 0.076 -0.039 -0.009
Si -0.062 8.158 13.734 -0.001 0.062 0.004
Si 2.69 5.447 13.708 -0.07 0.071 -0.003
Si -0.045 13.628 13.718 0.009 0.05 0.002
Si 2.683 10.908 13.696 0.013 0.015 0.002
Si 5.514 2.693 13.731 0.008 -0.036 0.019
Si 8.216 0.01 13.768 -0.064 0.009 0.042
Si 5.41 8.169 13.68 0.041 0.03 -0.005
Si 8.193 5.427 13.707 0.003 0.023 0.001
Si 5.473 13.677 13.731 0.017 -0.044 0.043
Si 8.163 10.936 13.698 -0.033 0.038 0.002
Si 10.924 2.702 13.773 0.045 -0.026 0.05
Si 13.632 -0.002 13.748 0.021 -0.005 0.009
Si 10.913 8.161 13.723 0.06 -0.023 0.019
Si 13.611 5.404 13.761 0.06 -0.006 -0.003
Si 10.925 13.69 13.712 -0.075 0.031 -0.039
Si 13.646 10.888 13.742 0.055 -0.013 0.026
Si 1.316 4.102 15.093 0.107 0.031 -0.032
Si 4.153 1.296 15.067 -0.083 -0.029 -0.026
Si 1.306 9.542 15.072 -0.027 -0.018 0.072
Si 4.035 6.826 15.062 -0.041 -0.051 -0.012
Si 1.333 14.996 15.05 -0.044 0.008 -0.008
Si 4.052 12.293 15.023 0.024 0.02 0.01
Si 6.914 4.026 15.117 0.007 0.07 0.027
Si 9.578 1.352 15.195 -0.034 -0.008 0.04
Si 6.762 9.552 15.014 -0.038 -0.047 -0.043
Si 9.519 6.808 15.079 -0.042 0.081 0.04
Si 6.847 15.042 15.133 0.008 0.033 -0.011
Si 9.539 12.323 15.031 0.072 0.047 -0.055
Si 12.26 4.049 15.19 -0.006 0 0.121
Si 14.938 1.388 15.147 0.033 -0.017 0.038
Si 12.282 9.496 15.108 -0.136 -0.039 -0.033
Si 14.968 6.772 15.107 -0.04 -0.029 0.027
Si 12.27 15.035 15.124 0.02 -0.051 0.071
Si 14.997 12.261 15.115 -0.015 -0.07 0.062
Si -0.059 -0.042 16.376 0.044 -0.097 -0.012
Si 2.75 2.687 16.319 0.001 0.002 -0.001
Si -0.082 5.426 16.503 -0.074 -0.004 0.032
Si 2.609 8.14 16.456 0.051 0.084 0.047
Si -0.02 10.903 16.491 0.001 -0.068 0.087
Si 2.712 13.647 16.411 0 -0.099 0.006
Si 5.503 -0.002 16.552 0.039 -0.034 0.049
Si 8.283 2.731 16.645 0.075 -0.096 0.115
Si 5.472 5.441 16.307 0.026 -0.008 0.061
Si 8.158 8.257 16.377 -0.061 -0.021 0.028
Si 5.339 10.861 16.36 -0.068 0.016 0.083
Si 8.235 13.665 16.465 0.054 -0.057 0.173
Si 10.956 -0.016 16.582 0.023 -0.031 0.031
Si 13.569 2.672 16.671 -0.007 0.15 0.088
Si 10.805 5.41 16.494 0.118 -0.004 -0.019
Si 13.579 8.071 16.51 0.011 0.001 0.217
Si 10.883 10.937 16.355 0.014 0.012 0.016
Si 13.564 13.581 16.472 -0.043 0.285 0.024
Si 1.367 1.332 17.641 0.077 0.038 -0.216
Si 4.201 3.986 17.632 0.136 -0.097 -0.221
Si 1.272 6.764 17.881 -0.094 0.226 0.045
Si 3.916 9.561 17.805 -0.081 0.141 0.088
Si 1.415 12.283 17.843 0.086 0.008 0.109
Si 4.037 14.999 17.809 0.026 -0.119 0.072
Si 6.942 1.302 17.996 0.072 -0.09 -0.048
Si 9.655 4.106 18.141 -0.171 0.033 0.051
Si 6.776 6.855 17.65 -0.02 0.017 -0.157
Si 9.425 9.748 17.728 -0.018 0.019 -0.09
Si 6.745 12.231 17.619 -0.017 0.177 -0.075
Si 9.7 14.922 17.957 -0.296 -0.003 -0.045
Si 12.176 1.316 18.161 0.073 0.002 0.085
Si 15.043 4.051 17.977 -0.193 0.107 -0.045
Si 11.987 6.841 17.898 -0.097 0.086 -0.222
Si 14.981 9.461 17.795 0.023 -0.083 -0.092
Si 12.161 12.193 17.856 -0.079 -0.099 -0.168
Si 14.969 14.986 17.729 -0.021 -0.033 -0.197
Si 0.051 2.575 19.105 0.168 0.144 0.324
Si 2.678 0.057 19.062 -0.032 -0.018 0.102
Si -0.127 8.18 19.313 -0.035 -0.112 0.002
Si 2.762 5.245 18.897 -0.069 -0.047 0.289
Si -0.043 13.668 19.054 0.141 0.141 0.14
Si 2.636 10.892 19.404 0.044 -0.041 0.211
Si 5.556 2.79 19.205 -0.132 0.093 0.263
Si 8.295 -0.212 19.355 0.002 0.088 -0.101
Si 5.347 8.152 18.981 -0.131 -0.178 0.278
Si 8.067 5.625 19.144 -0.087 0.006 0.276
Si 5.402 13.49 19.019 -0.104 -0.104 -0.024
Si 7.977 10.985 19.135 0.136 0.224 0.215
Si 11.025 2.813 19.866 -0.323 -0.341 -0.209
Si 13.688 -0.187 19.266 -0.139 -0.185 0.127
Si 10.644 8.373 19.088 0.051 0.092 0.232
Si 13.816 5.11 19.781 0.375 0.08 0.056
Si 10.94 13.496 19.438 -0.087 -0.18 0.296
Si 13.561 10.795 19.095 -0.037 -0.268 0.235
Si 1.778 3.644 20.317 -0.043 -0.037 0.007
Si 3.973 1.536 20.384 -0.044 0.085 0.271
Si 0.859 9.793 20.744 -0.071 0.415 -0.493
Si 4.161 6.532 20.191 -0.062 0.001 0.06
Si 0.965 15.432 20.319 -0.189 0.094 0.234
Si 4.501 11.936 20.573 -0.073 -0.294 -0.169
Si 6.486 4.59 20.555 0.126 0.117 0.06
Si 8.912 0.879 21.41 -0.075 -0.257 -0.099
Si 6.644 9.532 20.323 -0.149 -0.071 -0.025
Si 8.981 7.387 20.431 -0.37 0.129 -0.101
Si 7.032 14.486 20.296 -0.065 0.324 0.005
Si 8.356 12.63 20.893 -0.045 -0.293 -0.16
Si 13.042 3.477 21.384 0.428 -0.597 -0.188
Si 15.143 1.189 20.487 0.356 -0.472 -0.026
Si 12.274 9.316 20.484 -0.195 0.138 -0.154
Si 14.654 7.139 20.751 0.135 0.166 0.108
Si 12.843 14.327 20.549 0.349 -0.014 0.25
Si 15.077 12.108 20.243 0.153 0.004 0.258
Si 1.828 -2.113 25.015 -0.211 0.092 0.25
Si 0.988 4.862 23.148 0.39 -0.265 -0.002
Si -1.58 6.118 23.597 -0.148 0.093 0.155
Si 2.285 7.65 22.549 0.245 0.088 -0.211
Si -1.817 4.461 29.184 0.162 -0.155 0.106
Si 1.86 11.582 24.1 0.088 -0.041 0.427
Si 6.062 0.23 22.327 -0.012 -0.125 -0.028
Si 8.455 0.158 26.476 0.072 0.053 0.077
Si 7.592 4.722 23.528 -0.216 -0.066 0.104
Si 4.007 2.976 27.014 -0.043 -0.005 0.013
Si -0.224 8.527 28.985 -0.091 -0.097 -0.008
Si 7.562 12.636 23.982 0.101 -0.03 0.247
Si 12.401 -1.794 23.542 0.002 -0.117 0.377
Si 12.892 4.833 23.58 0.149 0.226 0.339
Si 10.108 6.563 23.18 -0.298 0.273 -0.094
Si 11.092 9.5 23.453 0.087 0.173 0.089
Si 2.693 12.146 28.554 -0.05 -0.011 -0.072
Si 13.372 16.848 31.015 -0.127 -0.02 -0.056
Si -0.705 -1.489 31.375 -0.097 0.116 -0.089
Si 4.95 0.674 28.894 0.129 0.114 0.087
Si -1.119 7.787 26.277 -0.046 0.162 0.265
Si 1.105 3.075 25.584 0.084 -0.231 0.15
Si 6.469 10.084 25.661 -0.067 -0.104 0.124
Si -0.478 10.528 25.429 -0.163 -0.017 0.059
Si 6.029 -1.193 25.04 0.096 -0.011 0.263
Si 9.205 2.829 25.314 -0.067 -0.136 0.266
Si 9.748 10.036 29.495 -0.068 -0.123 -0.094
Si 3.885 9.183 24.623 0.12 0.052 0.15
Si 10.418 12.357 24.69 0.093 0.138 0.011
Si 13.927 -2.919 27.615 -0.027 0.133 -0.039
Si 10.377 3.818 32.145 0.219 -0.168 -0.315
Si 11.176 7.711 31.035 0.072 -0.118 -0.457
Si 13.125 9.654 25.753 -0.039 0.207 0.163
Si 8.119 16.257 29.495 0.021 0.061 -0.039
Si 14.55 20.11 26.219 0.17 -0.16 0.317
Si -1.348 -1.755 24.945 0.032 0.098 0.214
Si -1.413 -0.439 28.797 0.108 0.169 -0.102
Si -2.099 7.11 30.875 -0.102 -0.18 -0.133
Si 3.664 -1.587 27.151 0.014 0.188 0.049
Si 0.737 12.611 33.014 0.073 0.063 -0.066
Si -0.223 11.603 28.188 0.099 -0.015 0.04
Si 10.391 0.359 24.198 -0.064 0.003 0.246
Si 3.348 -4.888 31.554 -0.044 0.008 0.008
Si -0.852 0.949 26.213 0.114 -0.146 0.137
Si 8.792 5.259 26.89 0.002 0.137 0.116
Si 7.809 10.859 31.828 -0.131 0.068 -0.301
Si 3.426 7.244 32.656 0.224 0.079 -0.126
Si 2.744 -2.72 22.371 0.066 0.173 -0.01
Si 19.693 2.294 31.16 -0.236 -0.065 -0.12
Si 9.02 14.69 31.919 0.213 0.181 -0.226
Si 13.436 3.301 31.744 -0.094 -0.091 -0.164
Si 11.403 11.641 27.45 -0.017 -0.09 0.017
Si 6.641 7.028 29.621 0.2 -0.12 0.004
Si 0.652 3.554 30.616 -0.043 -0.117 -0.235
Si -0.726 5.179 32.769 -0.165 -0.137 -0.406
Si 2.839 7.826 29.517 0.086 -0.047 -0.189
Si 5.82 4.929 25.838 0.069 0.014 -0.044
Si 5.611 12.425 33.13 0.074 0.116 -0.211
Si 4.156 4.29 33.252 0.037 -0.198 -0.07
Si 4.384 5.612 28.233 0.015 0.019 -0.044
Si 5.437 8.991 31.803 0.058 0.065 -0.173
Si 9.977 6.421 33.707 0.013 -0.127 -0.082
Si 6.972 14.822 34.284 -0.218 0.285 -0.065
Si 9.869 12.17 33.531 -0.133 0.187 -0.419
Si 4.018 9.695 27.417 0.105 -0.052 0.037
Si 17.11 1.109 32.229 -0.052 0.05 -0.178
Si 10.282 17.248 31.338 0.057 0.061 -0.08
Si 9.324 5.598 29.917 -0.036 0.017 -0.032
Si 15.276 17.096 34.699 0.298 -0.016 0.154
Si 8.307 8.197 27.278 -0.047 0.029 0.07
O -2.067 -0.674 34.35 -0.121 0.331 -0.122
O -0.315 -2.959 32.014 -0.114 -0.13 0.348
O 0.496 4.704 31.778 0.04 0.004 0.204
O 3.113 3.61 34.304 -0.122 -0.014 -0.002
O -1.704 7.203 35.28 0.058 -0.042 0.031
O -0.157 5.333 34.274 0.008 0.05 0.144
O 4.343 3.209 32.022 0.191 0.055 0.326
O 2.504 7.779 33.89 -0.012 0.199 0.444
O -0.114 11.647 34.057 -0.096 -0.317 0.451
O 1.301 9.701 35.121 0.3 -0.219 -0.044
O 1.811 11.653 32.161 -0.238 -0.069 0.217
O 1.545 13.697 33.956 0.199 0.085 -0.044
O 4.428 1.478 35.31 -0.027 0.065 0.269
O 1.923 2.174 36.067 -0.067 -0.019 0.29
O 7.454 3.535 35.265 -0.016 0.027 0.174
O 5.511 4.718 34.072 0.071 0.135 0.267
O 4.882 5.993 26.691 0.03 0.006 0.005
O 5.857 8.152 30.468 -0.222 0.039 -0.047
O 8.686 7.236 34.317 -0.004 -0.127 0.298
O 7.077 9.335 35.173 -0.304 0.292 0.247
O 5.482 11.186 34.188 0.108 -0.258 -0.01
O 6.867 9.608 32.23 0.172 -0.203 0.1
O 6.832 12.181 32.022 -0.219 0.157 0.137
O 5.749 13.785 33.99 -0.121 -0.198 0.366
O 9.654 1.472 35.439 0.07 0.029 0.463
O 11.879 -0.499 35.259 0.431 -0.103 -0.012
O 14.252 1.918 35.133 0.193 -0.182 -0.062
O 12.408 4.001 35.379 -0.005 0.118 0.612
O 11.089 6.304 34.882 -0.065 0.192 0.116
O 7.737 9.141 26.081 -0.03 -0.035 -0.208
O 11.23 11.388 34.024 0.209 0.075 -0.016
O 10.039 15.921 32.247 -0.077 -0.143 0.348
O 9.837 13.302 32.296 0.102 -0.332 -0.045
O 12.637 9.334 35.188 -0.15 0.342 -0.021
O 10.617 11.249 28.823 -0.026 0.055 -0.047
O 13.024 13.435 35.578 -0.087 -0.093 0.313
O -2.192 2.169 21.493 -0.709 0.505 0.146
O -1.131 8.275 30.305 -0.094 0.194 -0.109
O 4.702 0.903 21.727 -0.032 -0.145 0.039
O 2.845 2.58 21.025 0.081 0.038 -0.523
O 1.501 6.414 23.274 -0.296 -0.069 -0.061
O 1.376 8.96 22.108 0.077 -0.048 -0.005
O 6.231 5.275 24.292 0.065 -0.137 -0.072
O 3.05 7.201 21.195 -0.321 0.331 0.01
O 2.089 12.694 25.289 -0.061 -0.091 0.021
O 1.995 14.617 21.301 0.032 -0.299 0.123
O 4.141 13.022 21.816 0.153 0.053 0.085
O 3.106 10.554 24.22 0.024 0.245 0.01
O 7.298 4.356 21.98 0.034 -0.287 -0.017
O 9.553 -0.387 25.397 0.005 -0.244 -0.129
O 9.704 0.211 22.709 -0.178 0.019 -0.264
O 11.675 -3.123 24.194 -0.014 0.067 -0.206
O 5.523 10.653 21.065 0.025 0.002 -0.179
O 5.247 5.605 21.047 0.042 -0.26 -0.559
O 9.922 6.607 21.557 0.132 -0.033 0.111
O 7.782 8.45 21.076 0.244 0.04 -0.172
O 10.003 12.896 20.767 0.457 0.005 -0.524
O 6.347 15.186 21.641 -0.276 -0.265 0.266
O 7.734 12.199 22.401 -0.097 0.113 -0.281
O 7.08 11.426 24.976 -0.127 -0.048 0.031
O 11.426 5.672 23.602 0.254 -0.499 -0.096
O 9.805 2.153 20.866 0.375 0.266 -0.244
O 17.615 4.455 21.607 -0.041 0.003 0.055
O 16.296 0.085 21.152 0.173 -0.055 -0.502
O 11.564 9.776 21.914 0.032 -0.14 -0.042
O 10.389 10.884 23.967 0.029 -0.1 0.016
O 12.428 5.775 19.118 0.162 -0.154 -0.101
O 13.289 8.079 20.854 0.293 -0.318 -0.071
O 12.126 14.79 21.958 0.09 -0.104 -0.283
O 14.016 14.424 23.715 0.129 0.022 -0.082
O 16.075 10.984 21.075 0.161 -0.02 -0.039
O 14.023 13.188 21.015 -0.367 0.474 -0.047
O 2.255 -1.235 26.338 -0.077 -0.037 -0.289
O -0.478 -1.395 29.747 -0.098 -0.052 -0.013
O 0.48 1.549 25.46 0.108 0.124 0.142
O 2.805 -1.785 23.728 0.019 -0.147 -0.104
O -2.284 4.422 27.63 -0.313 0.234 -0.156
O -1.259 7.149 22.359 0.289 -0.051 -0.237
O 1.841 12.357 22.674 -0.229 0.007 -0.194
O 1.657 3.794 24.211 -0.165 0.076 -0.156
O -2.641 8.35 26.477 0.129 0.087 0.076
O -2.095 10.685 25.271 -0.01 -0.035 -0.198
O -0.201 3.965 26.092 -0.031 0.112 -0.199
O 1.095 12.303 28.834 -0.248 0.067 -0.047
O 5.764 -0.043 23.913 -0.255 0.239 -0.227
O 4.767 -1.65 25.96 -0.038 0.071 0.036
O 7.373 1.19 21.985 0.051 0.214 0.238
O 8.466 1.801 26.371 -0.224 0.167 0.107
O -0.216 4.05 29.314 -0.047 -0.083 -0.122
O 10.426 1.97 24.599 -0.05 0.09 -0.378
O 5.517 10.289 27.013 -0.126 -0.025 0.05
O 7.237 4.823 26.657 -0.202 0.131 -0.095
O 3.454 8.024 23.611 -0.179 0.012 -0.264
O -0.585 7.443 27.786 0.138 0.115 0
O 9.052 13.155 24.375 -0.099 0.096 -0.035
O 5.51 9.384 24.532 -0.18 -0.131 -0.217
O 11.838 -0.397 24.211 -0.019 -0.042 -0.001
O 14.566 -2.776 26.121 0.145 -0.22 0.006
O 9.136 5.002 28.439 -0.096 -0.12 0.064
O 15.225 6.653 25.123 0.13 -0.353 -0.252
O 10.169 8.153 23.628 -0.053 -0.243 0.057
O 8.741 5.868 23.755 0.2 0.175 0.06
O 10.681 9.188 30.539 -0.195 -0.021 0.156
O 12.377 9.2 24.4 0.202 -0.362 0.067
O 9.064 17.389 30.237 -0.017 0.114 -0.109
O 4.219 10.106 31.655 -0.031 -0.135 0.04
O 14.193 17.12 29.624 -0.062 0.3 -0.015
O 10.375 12.146 26.305 -0.126 -0.064 0.056
O -1.517 -3.877 28.517 0.029 -0.006 0.23
O 4.179 1.344 30.176 0.041 -0.151 0.209
O -0.616 4.803 23.385 -0.13 -0.004 0.039
O 3.434 -3.007 27.875 0.159 -0.21 0.227
O 4.125 -0.644 28.397 -0.274 -0.268 -0.074
O -1.874 4.027 32.687 -0.155 -0.184 0.317
O 2.442 2.869 26.53 -0.012 -0.007 0.072
O -0.134 8.97 25.742 0.068 -0.153 -0.151
O 0.025 11.524 26.594 -0.043 0.112 -0.234
O 0.414 15.939 31.966 0.059 -0.26 -0.173
O 0.378 10.916 24.121 0.061 -0.075 -0.109
O -0.533 10.083 28.655 -0.103 0.139 -0.165
O 6.57 -2.522 24.277 -0.216 -0.123 -0.388
O 7.032 -0.516 26.124 -0.044 0.095 0.117
O 8.117 3.321 24.202 -0.033 -0.114 -0.265
O 9.737 4.193 26.064 0.316 -0.044 -0.056
O 3.517 8.768 26.166 0.098 0.071 -0.237
O 3.926 8.847 28.808 0.216 0.132 0.034
O 8.469 10.673 30.326 -0.261 -0.027 0.049
O 2.94 10.89 27.56 0.037 0.183 -0.15
O 11.759 16.905 30.673 -0.033 -0.075 0.064
O 7.755 14.953 32.88 -0.08 -0.133 -0.021
O 14.117 -0.938 31.596 -0.023 0.033 0.322
O 10.187 2.195 32.267 -0.213 0.12 0.341
O 11.998 4.014 32.054 -0.107 0.205 -0.047
O 13.471 4.13 25.036 -0.425 -0.026 -0.246
O 13.714 3.466 30.139 -0.228 -0.261 -0.132
O 9.604 4.269 30.791 -0.208 -0.101 -0.064
O 14.262 5.944 29.746 0.021 0.099 -0.136
O 10.615 6.6 29.964 0.044 0.029 -0.038
O 12.165 10.323 26.872 -0.085 -0.09 0.105
O 8.761 16.081 28.001 0.229 -0.178 -0.152
O 13.822 15.001 28.187 -0.088 -0.043 0.029
O 15.926 16.679 27.666 -0.058 -0.153 -0.071
O -1.545 -0.193 25.316 -0.299 0.193 0.017
O 2.24 3.276 30.325 -0.029 0.089 -0.051
O 0.038 2.108 31.106 -0.061 0.076 0.187
O -1.418 6.568 32.254 0.214 0.098 0.323
O -7.114 9.061 28.257 -0.047 -0.064 -0.07
O -1.992 2.092 26.409 0.024 0.057 -0.167
O 0.242 -1.948 24.615 0.047 -0.203 -0.221
O 3.313 14.582 35.735 0.205 0.351 0.576
O 1.352 8.391 29.283 0.03 -0.063 0.122
O 3.053 6.412 28.725 -0.235 -0.158 -0.089
O 3.488 5.633 32.646 -0.063 -0.029 -0.117
O -2.867 1.695 32.067 0.024 0.1 0.184
O 3.377 -4.527 29.986 -0.018 0.13 -0.07
O 6.321 -0.136 34.646 -0.084 -0.065 0.355
O 2.964 7.669 31.136 -0.14 0.033 0.072
O 4.771 1.654 27.589 -0.11 -0.103 -0.29
O 6.52 0.309 29.324 -0.069 0.096 -0.13
O 4.967 3.529 25.802 0.115 -0.034 0.064
O 8.978 10.934 32.943 0.097 -0.28 0.249
O 4.208 12.63 32.352 -0.141 0.079 0.169
O 9.285 12.87 34.873 -0.107 -0.014 0.044
O 4.908 7.913 32.905 0.091 -0.083 0.23
O 5.592 5.824 29.31 -0.145 -0.044 -0.112
O 4.03 4.034 28.25 -0.18 -0.067 0.011
O 18.735 1.368 32.157 0.032 0.177 0.231
O 16.329 1.387 33.631 -0.322 0.225 -0.15
O 10.551 7.325 32.483 -0.008 -0.083 0.274
O 7.97 6.423 30.376 -0.196 -0.088 0.088
O 9.04 6.873 26.613 -0.085 0.096 -0.023
O 7.063 7.677 28.187 -0.241 0.126 0.051
O 12.439 12.857 27.699 0.113 0.261 0.204
O 8.412 14.873 30.378 0.057 -0.28 0.013
O 9.751 4.829 33.282 -0.101 0.206 -0.032
O 12.801 7.69 31.113 -0.061 0.284 0.173
Si 0.045 0.017 5.544 -0.009 0.006 -0.036
Si 2.758 2.771 5.521 0.042 -0.01 0.021
Si 0.101 5.517 5.522 0.058 0.162 -0.001
Si 2.782 8.24 5.447 0.011 0.016 -0.074
Si 0.058 10.927 5.494 -0.012 0.011 -0.015
Si 2.756 13.637 5.472 -0.033 -0.015 -0.07
Si 5.497 -0.043 5.571 -0.03 0.02 0.005
Si 8.21 2.766 5.635 -0.011 -0.031 0.057
Si 5.465 5.519 5.497 0.017 -0.032 -0.036
Si 8.176 8.24 5.488 -0.005 -0.069 -0.029
Si 5.512 10.896 5.385 -0.008 0.019 -0.085
Si 8.238 13.602 5.476 -0.024 -0.029 -0.057
Si 10.953 -0.03 5.597 -0.035 -0.009 0.073
Si 13.714 2.782 5.678 0.092 0.008 0.05
Si 10.938 5.565 5.598 0.036 0.007 0.023
Si 13.705 8.294 5.499 0.037 0.034 -0.029
Si 10.988 10.938 5.501 0.015 0.079 -0.075
Si 13.668 13.68 5.576 0.026 0.023 0.039
Si 1.406 1.389 6.904 -0.04 -0.014 -0.002
Si 4.123 4.134 6.888 0.015 -0.039 -0.024
Si 1.44 6.887 6.878 -0.041 -0.094 0.011
Si 4.149 9.581 6.827 -0.009 -0.041 -0.019
Si 1.396 12.297 6.871 0.006 0.004 -0.006
Si 4.097 14.998 6.885 0.013 0.065 0.027
Si 6.834 1.356 6.935 0.011 -0.012 0.019
Si 9.59 4.153 6.948 0.018 -0.058 -0.004
Si 6.827 6.872 6.878 -0.023 0.033 0.01
Si 9.574 9.586 6.856 -0.003 0.002 -0.014
Si 6.848 12.247 6.829 0.068 -0.021 -0.015
Si 9.555 14.988 6.899 0.008 0.079 -0.024
Si 12.324 1.358 6.953 0.056 -0.049 -0.023
Si 15.123 4.171 6.938 -0.067 -0.046 0.005
Si 12.344 6.923 6.904 -0.091 0.005 0.004
Si 15.079 9.602 6.889 0.007 -0.049 0.016
Si 12.308 12.298 6.918 -0.002 -0.008 -0.013
Si 15.061 15.05 6.91 -0.031 0.033 -0.043
Si 0.037 2.745 8.287 0.014 0.002 0.011
Si 2.75 -0.011 8.263 0.013 0.006 -0.006
Si 0.023 8.209 8.244 -0.033 -0.017 -0.008
Si 2.754 5.487 8.263 0.027 0.048 0.01
Si 0.023 13.661 8.254 0.017 0.024 -0.002
Si 2.763 10.921 8.22 -0.014 0.032 -0.008
Si 5.46 2.739 8.27 -0.017 -0.029 0.003
Si 8.207 -0.025 8.264 0.012 0.029 0.01
Si 5.464 8.22 8.251 0.046 0.005 0.019
Si 8.183 5.502 8.271 -0.005 -0.038 -0.004
Si 5.482 13.623 8.22 -0.025 0.033 -0.027
Si 8.206 10.926 8.247 -0.005 0.002 0.001
Si 10.948 2.746 8.279 -0.022 0.012 0.01
Si 13.693 -0.01 8.298 0.001 0.018 0.026
Si 10.929 8.236 8.262 0.051 -0.002 0.002
Si 13.695 5.516 8.26 0.055 0.024 -0.006
Si 10.929 13.649 8.279 0.005 -0.008 0.008
Si 13.688 10.938 8.268 0.009 0.045 0.006
Si 1.394 4.114 9.65 -0.003 -0.02 0.001
Si 4.102 1.363 9.639 0 0 0.011
Si 1.379 9.574 9.602 0 -0.025 -0.027
Si 4.108 6.845 9.631 -0.013 -0.05 -0.009
Si 1.371 15.035 9.632 -0.021 0.025 -0.003
Si 4.104 12.287 9.604 0.005 -0.04 -0.01
Si 6.835 4.102 9.63 -0.003 0 -0.005
Si 9.574 1.361 9.616 0.027 -0.009 0.022
Si 6.836 9.569 9.626 -0.001 -0.021 -0.01
Si 9.568 6.851 9.631 -0.017 -0.012 -0.002
Si 6.829 15.008 9.604 0.011 0.017 0.005
Si 9.558 12.29 9.638 0.006 0.031 0.001
Si 12.326 4.119 9.616 -0.001 -0.034 0.008
Si 15.053 1.374 9.646 -0.027 -0.003 0.01
Si 12.305 9.579 9.638 -0.031 -0.007 0.003
Si 15.055 6.856 9.631 -0.017 -0.016 0.009
Si 12.3 15.023 9.639 -0.003 -0.009 0.005
Si 15.043 12.309 9.628 -0.022 -0.015 0

Results
total energy: -115450.542 eV
total energy less fixed offsets of O -438.04, Si -107.15 eV per atom: 4.198 eV
